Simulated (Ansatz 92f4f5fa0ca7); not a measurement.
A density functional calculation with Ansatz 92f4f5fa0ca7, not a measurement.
Periodic cell of 200 atoms, Si117O83, from a study of silicon, its oxide and their interface. The atomic structure is a simulated model.

Settings
functional: PBE
potential files: Ansatz PAW
basis: plane waves
wave-function cutoff: 700 eV
density cutoff ratio: 5
exchange-correlation grid ratio: 2
k mesh: 2 x 2 x 1, shifted by 0.5 0.5 0.5 of a step
self-consistency stop: 5e-08 eV per atom in the density residual
occupations: Fermi-Dirac, 0.05 eV
spin: none
net charge: 0

Cell vectors (angstrom)
a  11.5983  0  0
b  0  11.5983  0
c  3.3295  4.3538  27.5144

Atoms: element, x, y, z (angstrom)
Si  1.5424  1.3758  1.513
Si  -0.26  6.9584  -1.5919
Si  0.7933  8.6732  0.8135
Si  4.1096  -1.3842  -0.0603
Si  5.2701  3.1218  0.9407
Si  6.4016  9.1003  2.18
Si  8.7349  1.0979  -0.5703
Si  9.1201  6.2131  0.5696
Si  8.3865  8.4622  0.9655
Si  2.121  -0.9538  1.1687
Si  1.6645  4.9577  1.7102
Si  2.5798  7.7471  3.7746
Si  5.8999  1.0484  0.1987
Si  6.7719  5.7719  0.7243
Si  4.7207  8.0657  0.8055
Si  10.7608  1.3433  1.8471
Si  10.1583  3.1866  3.2469
Si  10.3148  11.0067  3.2906
Si  2.2477  3.1123  3.2282
Si  2.5571  7.1701  1.5508
Si  2.5176  10.1635  3.4997
Si  6.0369  2.3386  3.161
Si  6.4636  7.127  3.4795
Si  6.3054  11.2656  3.398
Si  10.6775  5.209  2.095
Si  10.4172  7.0459  3.5729
Si  10.4099  8.9385  2.1254
Si  0.4689  3.1858  4.7226
Si  0.6879  7.0813  4.9856
Si  0.6115  10.8444  4.76
Si  4.2148  3.0539  4.5758
Si  4.517  7.0269  4.8909
Si  4.4121  10.8306  4.7787
Si  8.0773  3.0785  4.4124
Si  8.3833  6.9869  4.818
Si  8.3198  10.9503  4.6569
Si  0.6091  1.2445  6.0657
Si  0.6626  5.0544  6.1967
Si  0.5582  9.0136  6.311
Si  4.1544  1.2261  6.0423
Si  4.3838  4.9837  6.0928
Si  4.4871  8.9552  6.2556
Si  8.2479  1.3038  5.9622
Si  8.194  4.939  5.9672
Si  8.3305  8.9877  6.0543
Si  2.3952  1.2709  7.6403
Si  2.5747  5.0905  7.656
Si  2.531  9.0423  7.6635
Si  6.184  1.3131  7.2271
Si  6.3339  4.9837  7.4785
Si  6.4711  8.909  7.5074
Si  10.2235  1.2404  7.2972
Si  10.1685  4.9741  7.3041
Si  10.1554  8.9284  7.5284
Si  2.4446  3.1766  9.1032
Si  2.6568  7.1065  9.0293
Si  2.3714  10.9695  9.0636
Si  6.1883  3.0278  8.8838
Si  6.4903  6.9367  8.8887
Si  6.2107  10.9943  8.5461
Si  10.1884  3.1013  8.7169
Si  10.2394  6.8566  8.7043
Si  10.1596  10.9517  8.7176
Si  0.3452  3.2835  10.3169
Si  0.522  7.1043  10.1006
Si  0.262  11.0602  10.3497
Si  4.387  3.0527  10.5905
Si  4.7049  7.1357  10.4391
Si  4.7311  1.0093  11.9466
Si  8.2447  2.2959  9.8114
Si  8.4708  6.5594  10.19
Si  8.1342  11.4735  9.706
Si  -0.3655  1.4711  11.6328
Si  0.2465  5.3298  11.6191
Si  1.7631  8.9476  13.622
Si  4.4896  -0.5724  10.1523
Si  4.9658  5.1175  11.7839
Si  5.3626  9.2926  11.4672
Si  8.9767  2.3547  12.0207
Si  8.1841  4.7871  12.0055
Si  7.6056  10.091  11.5073
Si  2.3015  10.8531  15.7377
Si  1.5583  4.1935  15.8464
Si  3.8941  10.8944  13.3101
Si  7.7283  0.4474  12.8739
Si  9.3681  6.1415  13.4783
Si  9.1406  8.358  11.5933
Si  11.8881  1.5019  14.7056
Si  14.243  5.9102  13.4632
Si  11.3903  8.9783  11.3708
Si  4.3235  2.9378  19.5222
Si  9.593  4.4091  18.8097
Si  8.2995  5.5689  16.3273
Si  8.11  2.8715  17.0884
Si  0.6293  5.4837  18.3209
Si  7.8908  11.0925  20.3125
Si  3.4625  4.5334  18.0375
Si  6.9085  4.1082  19.5083
Si  10.7657  7.6245  22.0009
Si  5.5742  9.5587  24.9997
Si  6.2748  8.0232  22.6253
Si  5.1026  11.8207  19.8198
Si  10.1219  10.7034  18.2331
Si  7.8147  10.4976  23.304
Si  10.9389  7.4068  24.7039
Si  9.0453  0.4442  15.6879
Si  14.3492  1.1378  20.9442
Si  5.8942  6.4555  17.9221
Si  11.5902  2.7577  25.6168
Si  8.55  6.2681  23.2267
Si  10.6486  10.0641  23.7773
Si  17.8636  7.9816  27.6764
Si  5.894  8.9599  19.7313
Si  11.6959  8.3249  19.1317
Si  1.3062  12.3586  23.6786
Si  13.0776  10.9096  18.6219
Si  8.783  3.991  25.1043
O  5.015  -0.2303  0.7577
O  6.3419  4.2564  0.3067
O  7.5097  0.8202  0.4908
O  10.0429  1.4271  0.3186
O  6.539  5.839  2.3819
O  0.4164  1.3132  13.0985
O  13.6612  5.3727  14.8681
O  1.7946  5.2549  12.238
O  2.4781  10.1772  12.7916
O  0.2767  8.8297  12.9787
O  6.1908  1.0943  12.8191
O  10.8824  5.6293  12.9582
O  4.1773  5.3931  13.2198
O  4.9969  9.6634  13.0854
O  1.1923  0.3961  15.4395
O  6.5249  4.8647  12.2568
O  0.3195  8.2543  -0.7569
O  2.1481  2.1503  0.1078
O  13.3204  1.0973  22.1664
O  6.347  8.699  26.1703
O  5.5892  8.1377  21.138
O  5.7572  0.8854  -1.4216
O  6.5438  10.7444  24.3305
O  8.0435  11.3672  21.931
O  10.5025  9.2177  22.3687
O  10.022  6.3183  -0.8496
O  2.1545  5.1898  18.8322
O  9.4133  6.681  21.8787
O  5.2048  8.51  23.7726
O  8.0111  4.0013  15.9065
O  12.015  7.0872  18.1353
O  12.4641  2.9757  15.0512
O  4.4542  5.7625  17.5553
O  3.6889  11.2003  14.9265
O  1.7315  9.3957  15.2087
O  9.2327  11.3941  19.4328
O  2.504  10.8482  17.3491
O  9.077  7.7295  13.1452
O  9.1885  6.149  15.1102
O  4.8989  10.2365  19.4331
O  8.2428  -0.0858  14.3702
O  7.9731  1.4028  16.4645
O  2.5714  7.5391  13.4593
O  0.425  4.7962  16.8545
O  0.9265  5.8612  -1.8288
O  8.3051  9.0229  -0.6093
O  5.6866  3.4346  20.368
O  11.6496  6.6819  25.9536
O  8.5624  4.6676  23.6312
O  2.8708  3.7185  16.7224
O  10.3419  1.3188  15.2085
O  13.6221  0.3472  19.7229
O  11.0906  4.8015  19.3166
O  7.411  9.5724  19.9065
O  4.571  1.4303  18.8234
O  10.3597  9.1191  18.6025
O  6.9472  6.5638  22.9698
O  0.7984  2.1326  24.3591
O  8.4799  4.1948  20.0286
O  11.5205  7.6167  20.5867
O  6.8959  6.3778  16.6167
O  9.4405  10.8545  16.7446
O  5.6943  6.8735  0.0825
O  12.3255  4.1579  25.9967
O  7.5925  8.9845  22.7419
O  11.6619  7.0169  23.2556
O  6.6993  12.1257  19.9116
O  -0.7084  7.4456  -3.0743
O  14.6704  2.7036  20.5842
O  5.7358  7.9915  18.4348
O  6.8907  3.2255  18.1178
O  11.5858  11.4306  18.1804
O  9.1856  10.6746  24.1616
O  15.8152  12.0136  21.211
O  7.5128  3.1803  25.7791
O  10.0605  2.9811  25.0874
O  9.5333  3.0147  17.9215
O  9.1159  5.5927  17.7596
O  12.927  9.3936  19.2237
O  6.5024  5.652  19.2003
O  11.1212  9.0188  24.945
O  9.3246  7.1401  24.4153
O  0.1094  11.2632  23.6458

Results
free energy: -121586.806 eV
free energy less fixed offsets of O -569.03, Si -635.61 eV per atom: 9.054 eV
pressure: -0.71 GPa
stress xx, yy, zz, yz, xz, xy (GPa, positive in tension): 0.99, 1.02, 0.12, -0.06, -0.1, -0.23

Forces (eV/angstrom), in the order of the atoms: element, x, y, z
Si  0.5352  0.4207  -0.3828
Si  -0.0384  0.2985  0.0211
Si  -0.0927  -0.1052  -0.4769
Si  -0.6194  -0.2955  -0.2713
Si  0.0355  0.4507  0.2711
Si  0.1472  0.0373  0.3966
Si  -0.1584  0.0019  -0.2507
Si  -0.1124  -0.2132  -0.6297
Si  0.5812  0.6166  -0.141
Si  -0.042  -0.1149  0.1965
Si  -0.0254  -0.3472  -0.2338
Si  -0.0344  0.2292  -0.0798
Si  -0.0619  -0.4129  -0.7526
Si  0.0709  -0.0738  0.1863
Si  0.1929  -0.14  -0.3973
Si  -0.3195  0.1084  -0.0399
Si  0.2122  0.1048  -0.0278
Si  0.2433  -0.1684  0.0422
Si  -0.2039  0.0841  -0.2063
Si  -0.1526  0.1105  0.0066
Si  0.0769  -0.3089  0.1202
Si  0.057  0.1574  0.4005
Si  0.1455  0.0592  0.3661
Si  0.0386  -0.2782  0.3747
Si  0.34  -0.0208  0.1649
Si  -0.0358  0.0714  0.0667
Si  -0.1756  0.2411  0.2752
Si  0.0661  -0.1583  0.2057
Si  -0.1238  0.1416  0.0298
Si  -0.0582  0.2033  0.1161
Si  0.0558  -0.0842  0.1096
Si  -0.0395  0.0516  -0.142
Si  -0.0311  0.1141  0.0207
Si  -0.0192  0.0096  -0.1286
Si  -0.0701  -0.0555  -0.2363
Si  -0.0876  0.0848  -0.1648
Si  -0.0848  -0.1148  -0.0922
Si  -0.14  -0.1001  -0.0815
Si  0.0051  -0.084  -0.0472
Si  0.0933  -0.041  0.1006
Si  0.0476  -0.0578  -0.0591
Si  0.184  -0.017  0.0736
Si  -0.0647  -0.0905  0.2773
Si  0.0078  0.0525  0.0972
Si  -0.0748  0.0765  -0.0761
Si  -0.0542  0.0331  -0.0413
Si  -0.0236  -0.043  0.067
Si  -0.0736  -0.0252  -0.0978
Si  -0.0448  -0.0842  -0.1829
Si  -0.0311  0.0004  0.1313
Si  -0.135  0.0951  0.0692
Si  0.2029  -0.1383  -0.1072
Si  0.1501  -0.0971  -0.0539
Si  0.0367  0.039  0.0325
Si  0.0118  0.0291  0.2433
Si  0.0448  -0.2433  0.0986
Si  -0.0742  0.2185  0.2064
Si  0.0115  -0.0623  0.2216
Si  0.0167  0.0095  -0.1443
Si  0.0523  -0.0194  -0.2452
Si  0.0361  -0.0624  0.0697
Si  -0.0531  0.1061  -0.2793
Si  -0.0431  -0.0487  -0.2194
Si  -0.1159  0.0307  -0.0619
Si  -0.0829  0.1562  0.0117
Si  -0.0925  0.0534  -0.0948
Si  0.0742  0.2266  -0.152
Si  0.018  -0.0927  0.0216
Si  0.3607  0.2647  -0.2783
Si  -0.0771  -0.401  0.0943
Si  -0.156  -0.1831  0.0734
Si  0.0006  0.1784  -0.3016
Si  0.3854  0.2372  0.0199
Si  0.6728  0.0164  0.1733
Si  -0.1354  -0.0502  0.2688
Si  0.2376  0.0264  -0.1625
Si  -0.1494  -0.067  -0.1577
Si  -0.0601  -0.1679  -0.069
Si  -0.2538  -0.007  -0.1364
Si  -0.3857  0.0462  0.1501
Si  0.295  0.3342  0.0175
Si  -0.149  0.0805  0.1203
Si  -0.0443  -0.1589  0.2531
Si  -0.4548  -0.2667  0.3694
Si  -0.0511  0.0471  0.3433
Si  0.0172  0.113  0.1773
Si  -0.5117  0.1802  0.2929
Si  -0.0799  -0.0468  0.1367
Si  -0.0109  -0.1092  0.0338
Si  0.2356  -0.0742  -0.0024
Si  0.0265  -0.0274  0.0271
Si  0.1848  -0.0385  0.0318
Si  -0.0911  -0.0434  0.1763
Si  0.0281  -0.0496  -0.0694
Si  -0.0532  -0.0231  0.0414
Si  0.1277  -0.0432  0.1404
Si  -0.1619  0.1327  -0.0277
Si  0.117  -0.0031  0.0166
Si  -0.0184  0.0719  0.0778
Si  0.104  0.009  -0.1119
Si  0.1966  0.0438  -0.0422
Si  -0.0839  0.1078  0.0403
Si  0.0774  -0.0294  0.0423
Si  0.1497  -0.104  -0.0464
Si  0.0322  0.0642  -0.2759
Si  -0.1459  0.0236  0.0266
Si  -0.0972  -0.2023  0.0985
Si  0.0425  -0.1435  -0.0072
Si  0.0285  -0.1281  -0.3573
Si  -0.0279  0.0088  -0.0708
Si  0.028  -0.0113  -0.125
Si  -0.6951  0.4758  -0.2053
Si  0.0944  -0.1427  0.0966
Si  -0.0611  -0.0395  0.0961
Si  -0.1688  -0.0959  0.0203
Si  -0.0629  0.0627  0.0425
Si  0.0733  -0.0941  -0.2182
O  0.3019  0.1343  -0.0709
O  -0.5867  -0.7538  -0.0685
O  0.026  -0.0435  0.2308
O  0.3739  -0.0018  0.4354
O  -0.0493  0.2399  -0.0097
O  -0.1789  -0.058  -0.1849
O  0.0282  0.1519  -0.1041
O  -0.1699  -0.0635  0.0112
O  0.1726  0.138  -0.0136
O  0.0041  -0.0234  -0.0912
O  -0.4196  -0.0678  -0.255
O  -0.1606  0.0526  -0.1486
O  -0.0583  0.041  -0.0278
O  -0.1385  0.1988  0.0121
O  0.0539  -0.0659  -0.0757
O  0.5979  -0.1466  -0.1684
O  0.0876  -0.1081  0.274
O  -0.0971  -0.1601  0.0914
O  0.0688  0.0227  0.0122
O  0.2054  -0.2501  0.1598
O  -0.0541  0.0834  -0.0714
O  0.0911  0.1325  0.0441
O  -0.0934  -0.0669  0.1193
O  -0.0528  0.0032  -0.1128
O  -0.0086  -0.0231  -0.005
O  -0.0216  -0.0198  0.0305
O  0.1194  -0.037  -0.077
O  -0.0452  -0.0385  0.1119
O  -0.0366  0.0643  0.1104
O  0.0573  0.0472  0.0596
O  0.0447  -0.0311  -0.041
O  -0.0073  0.0185  -0.1083
O  -0.0379  -0.0043  -0.0343
O  0.0947  -0.1216  -0.0322
O  0.0636  -0.0219  -0.2351
O  -0.065  -0.0101  0.0187
O  0.0093  -0.0683  -0.0967
O  0.2457  -0.2234  -0.0085
O  0.1805  0.0633  -0.0477
O  0.0472  0.0362  -0.0107
O  0.0082  0.0581  -0.0772
O  0.0372  -0.0408  0.0207
O  0.0026  0.0805  -0.0438
O  0.1295  0.0218  -0.1059
O  0.0344  -0.1085  0.0367
O  -0.1161  -0.1156  0.0835
O  -0.0308  -0.0088  -0.0151
O  0.1171  -0.0267  0.1853
O  0.0247  -0.0528  0.0725
O  -0.0679  0.1526  0.0405
O  0.0614  0.0366  -0.0198
O  0.0542  -0.036  -0.0845
O  0.0256  -0.0016  -0.0522
O  -0.0745  0.0136  -0.0374
O  0.0358  0.0696  0.1793
O  0.0154  0.0342  -0.0384
O  0.0171  0.0686  -0.0048
O  -0.0556  0.0738  0.2633
O  -0.1288  -0.0179  -0.0941
O  0.0491  -0.013  -0.1067
O  -0.03  0.0299  0.0257
O  0.032  0.0098  0.0614
O  -0.0158  0.0571  -0.0662
O  0.0252  0.1192  0.1317
O  -0.0642  0.0032  -0.0063
O  -0.1368  0.0778  0.1338
O  -0.0461  -0.0209  -0.0201
O  0.0616  -0.1043  0.1233
O  0.1742  0.0231  -0.1796
O  -0.0378  0.0664  -0.0181
O  -0.0128  -0.0596  0.0228
O  -0.053  -0.0303  -0.0161
O  -0.0777  -0.0085  0.0417
O  0.0356  0.0296  -0.1035
O  0.065  0.1475  0.4072
O  -0.0299  -0.0041  0.1051
O  -0.1266  0.0801  0.0276
O  -0.0316  0.0674  -0.0603
O  0.0303  -0.005  -0.0227
O  0.009  -0.007  0.0809
O  -0.0073  -0.0171  0.0903
O  -0.0192  -0.019  0.0689
O  0.0952  0.0595  0.0213

The program warned: the cutoff lies below the one the program advises for these potential files.
